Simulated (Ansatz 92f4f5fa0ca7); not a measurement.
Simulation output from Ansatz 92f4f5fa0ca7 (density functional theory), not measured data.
Periodic cell of 256 atoms, Si144O112, from a study of silicon, its oxide and their interface. The atomic structure is a simulated model.
Doubt: the cutoff is far below the 930 eV that the study's wrapper takes by default for these files, so forces and energies are approximate.
This geometry differs little from another in the collection (a relaxation step or a small displacement).

Settings
functional: PBE
potential files: Ansatz PAW
basis: plane waves
wave-function cutoff: 580 eV
density cutoff ratio: 5
exchange-correlation grid ratio: 1
k mesh: 1 x 1 x 1, Gamma-centred
self-consistency stop: 5e-08 eV per atom in the density residual
occupations: fixed
spin: none
net charge: 0

Cell vectors (angstrom)
a  10.938  0  0
b  0  10.938  0
c  -0.5492  4.6506  36.8443

Atoms and the computed forces on them: element, x, y, z (angstrom), force x, y, z (eV/angstrom)
Si  1.0575  2.9427  29.5792  0.0013  0.0065  -0.003
Si  3.6208  5.584  29.0112  -0.0108  -0.0004  0.0193
Si  0.5236  9.0414  29.6119  0.0018  -0.0109  0.0166
Si  3.118  0.6179  29.6241  0.0118  -0.004  0.0148
Si  -4.907  3.4569  29.1654  0.0104  -0.0163  0.0105
Si  -2.1938  6.286  29.4525  0.0086  -0.0098  0.0202
Si  6.5495  8.5533  29.2626  -0.0096  0.008  0.0051
Si  -1.6739  0.3315  29.2669  -0.0049  0.0062  0
Si  2.2382  4.6053  30.7024  -0.0085  0.0086  -0.0034
Si  4.7935  7.3472  30.3901  -0.0006  0.0061  0.0035
Si  2.0027  -0.7915  31.0509  -0.004  0.0056  0.0005
Si  4.9125  1.8586  30.5702  -0.0045  -0.0007  0.0008
Si  -3.4084  4.6429  30.6278  0.0021  0.0009  -0.0029
Si  -0.6216  7.3855  30.7852  0.0082  0.0006  -0.0052
Si  7.667  10.1163  30.6305  -0.0068  0.0037  0.0004
Si  -0.6425  1.8794  30.7423  -0.0067  0.0021  -0.0027
Si  0.8385  6.006  32.0437  0.0019  -0.0037  0.0002
Si  3.5637  8.7018  32.0264  0.0032  -0.0046  0.0035
Si  0.6874  0.6506  32.2234  0.0039  -0.009  0.0057
Si  3.6114  3.2457  32.0516  0.0075  -0.0062  0.0009
Si  6.1877  6.0667  31.9783  0.0012  -0.0017  -0.0025
Si  8.9926  8.7934  32.1003  0.003  -0.0004  0.0039
Si  6.294  11.4888  32.0027  0.0013  -0.0008  0.0071
Si  -1.9867  3.3264  32.0309  -0.0001  0.003  0.0073
Si  -0.5492  4.6506  33.426  -0.0418  -0.0359  -0.2654
Si  2.1853  7.3851  33.426  0.1608  -0.1828  -0.0406
Si  -0.5492  10.1196  33.426  -0.5373  -0.0721  0.9779
Si  2.1853  1.9161  33.426  0.2096  0.4813  0.4226
Si  4.9198  4.6506  33.426  0.0723  0.1016  -0.0839
Si  7.6543  7.3851  33.426  -0.4904  0.0121  -0.2263
Si  4.9198  10.1196  33.426  0.1587  -0.1623  -0.4353
Si  7.6543  1.9161  33.426  -0.1351  0.0043  -0.1923
Si  1.3673  -1.3673  3.418  -0.0216  0.0737  0.2519
Si  4.1018  1.3673  3.418  -0.3926  0.0021  -0.0899
Si  1.3673  4.1018  3.418  0.2628  -0.0628  0.0135
Si  4.1018  -4.1018  3.418  0.168  -0.0822  -0.3927
Si  6.8362  -1.3673  3.418  0.3098  -0.2831  -0.1497
Si  -1.3673  1.3673  3.418  0.1306  -0.0195  -0.0992
Si  6.8362  4.1018  3.418  0.1158  0.0366  0.0665
Si  -1.3673  6.8362  3.418  0.0488  0.2057  0.097
Si  2.7297  0.0107  4.8268  -0.0052  -0.0032  -0.0067
Si  5.4529  2.7273  4.7533  0.0026  0.0031  -0.0057
Si  2.8074  5.4503  4.7675  0.0135  0.0056  -0.0078
Si  5.4773  -2.7513  4.7563  -0.0054  -0.0089  -0.0087
Si  -2.6412  -0.0787  4.7636  0.0103  0.0059  -0.0043
Si  0.0149  2.7335  4.7839  -0.008  -0.0158  -0.006
Si  8.2332  5.4726  4.7928  -0.008  -0.0001  -0.0061
Si  0.0131  -2.725  4.8281  -0.0036  0.003  -0.0044
Si  1.404  1.4219  6.2285  0.0153  0.0172  0.0036
Si  4.2154  4.1302  6.1903  -0.0044  -0.002  0.0018
Si  1.4898  -4.0528  6.0942  -0.0051  -0.0019  -0.0003
Si  4.1487  -1.3608  6.131  -0.0007  0.0026  0.002
Si  -4.1389  1.261  5.9597  -0.0077  0.0011  0.0009
Si  -1.2855  4.1638  6.1555  0.0206  0.0207  -0.0049
Si  6.8983  -4.0581  6.1382  0.0033  0.0007  0.0003
Si  -1.2171  -1.304  6.3089  0.0047  0.0023  0.0133
Si  -0.1714  0.4445  7.7495  -0.0306  -0.0081  0.0023
Si  2.5839  3.0326  7.463  0.0029  -0.0051  -0.0148
Si  0.4219  -5.622  7.4144  -0.0101  0.0014  0.0013
Si  3.0562  -2.9255  7.4856  0.0028  -0.0012  0.0021
Si  5.748  -0.2631  7.438  -0.0021  0.0148  0.0026
Si  -2.6046  2.4792  7.1259  0.0058  -0.0303  0.0213
Si  5.3616  5.7399  7.5223  0.0013  -0.0036  0.0004
Si  -2.9123  -2.4542  7.4457  0.0143  -0.0073  -0.0014
Si  0.8181  3.2834  34.7933  0.1531  0.0111  0.0512
Si  3.5526  6.0179  34.7933  -0.0838  -0.1129  0.0044
Si  0.8181  8.7524  34.7933  -0.0204  0.0435  -0.044
Si  3.5526  11.4869  34.7933  -0.1159  -0.0353  -0.0542
Si  6.2871  3.2834  34.7933  0.0333  0.0527  -0.0396
Si  -1.9164  6.0179  34.7933  -0.0391  -0.0177  -0.0655
Si  6.2871  8.7524  34.7933  0.0535  -0.054  0.0181
Si  -1.9164  0.5489  34.7933  -0.0187  -0.1903  0.08
Si  2.1853  4.6506  36.1605  -0.0487  0.1015  0.0108
Si  4.9198  7.3851  36.1605  -0.0292  0.0273  -0.043
Si  2.1853  10.1196  36.1605  0.0261  -0.0254  0.0006
Si  4.9198  1.9161  36.1605  0.0237  0.0188  -0.0169
Si  -3.2837  4.6506  36.1605  0.0142  -0.0578  -0.0015
Si  -0.5492  7.3851  36.1605  0.0187  0.0046  -0.02
Si  -3.2837  -0.8184  36.1605  -0.0587  0.1219  0.0002
Si  -0.5492  1.9161  36.1605  -0.0438  -0.0046  -0.0403
Si  1.3673  1.3673  0.6835  0.0309  -0.0274  0.0194
Si  4.1018  4.1018  0.6835  0.0274  -0.0522  0.0395
Si  1.3673  6.8362  0.6835  -0.007  0.0264  0.0076
Si  4.1018  -1.3673  0.6835  -0.0519  -0.0513  0.0221
Si  6.8362  1.3673  0.6835  -0.0056  0.0446  0.0021
Si  -1.3673  4.1018  0.6835  -0.0126  0.007  0.008
Si  6.8362  -4.1018  0.6835  0.0612  -0.1176  0.0088
Si  -1.3673  -1.3673  0.6835  0.0403  -0.0017  0.0394
Si  0  0  2.0507  0.0204  0.098  -0.0048
Si  2.7345  2.7345  2.0507  -0.0637  0.0093  -0.0404
Si  0  5.469  2.0507  0.0603  0.047  0.0504
Si  2.7345  -2.7345  2.0507  0.0412  -0.0235  0.0469
Si  5.469  0  2.0507  0.0608  0.0471  0.0506
Si  8.2035  2.7345  2.0507  0.0156  -0.0129  0.0398
Si  5.469  5.469  2.0507  -0.0102  0.1413  -0.0268
Si  8.2035  -2.7345  2.0507  -0.0895  0.0137  -0.0528
Si  7.7432  -8.4339  18.9058  -0.0002  -0.0024  -0.0018
Si  7.2924  -6.4051  16.4087  -0.0007  0.0011  0.0012
Si  8.7011  -10.3919  14.7617  0.002  0.0012  0.0023
Si  2.4089  2.6375  24.8545  0.0009  0.0001  -0.0038
Si  2.0084  5.3901  26.175  0.0021  0.0032  -0.0009
Si  -1.4472  6.461  9.3849  -0.0018  -0.0008  -0.0057
Si  -0.2707  -8.2708  13.4315  0.0003  -0.0022  0.0014
Si  8.1148  2.3213  27.0008  -0.0006  0.0014  -0.0016
Si  3.3059  -2.7655  10.5433  -0.0005  -0.0006  0.0016
Si  8.6538  -0.7786  22.5279  0.0021  -0.0018  -0.0001
Si  4.2791  1.5009  9.6726  0.0022  0.0049  0.0021
Si  10.2492  -7.4569  20.1154  -0.0016  -0.0003  -0.0009
Si  11.5264  -0.5413  19.3891  -0.0012  -0.0023  0.0007
Si  11.0753  8.3997  21.6529  -0.0004  0.0003  -0.0005
Si  3.7923  10.2731  22.7256  0.0003  -0.0025  -0.001
Si  -7.1452  -0.2822  12.0516  -0.0003  0.0053  0.0005
Si  12.3254  -1.9301  12.6107  -0.0029  -0.0015  0.0057
Si  4.5904  -7.4866  15.8147  -0.001  0.0005  0.0014
Si  6.9149  10.9231  20.1751  0.0004  -0.0027  -0.0027
Si  3.614  2.2631  22.1697  -0.001  0.0006  -0.0015
Si  -2.5476  -7.318  9.6787  0.0068  0.0041  -0.001
Si  14.3173  1.7172  17.6019  0.0017  -0.0024  0.0009
Si  -0.0175  3.5494  23.1848  -0.0008  -0.0012  -0.0009
Si  9.3475  -1.0257  12.2183  -0.0021  0.0015  0.0041
Si  2.9508  -0.1487  25.5167  0.0024  -0.0027  -0.0031
Si  -0.5992  4.5387  27.3814  -0.0034  -0.006  -0.0036
Si  -5.4185  -5.0014  10.6136  0.0041  -0.0007  -0.0009
Si  11.1756  -5.0742  16.5695  0.001  0.0002  0.001
Si  -1.7073  -5.7225  14.2283  0.0009  -0.001  0.0019
Si  5.779  1.3349  13.8606  0.0007  0.0013  0.0031
Si  6.072  3.3039  11.4431  0.0038  -0.0028  -0.0033
Si  5.2201  -1.7754  26.5718  0.0048  -0.0002  0.0027
Si  -0.6736  1.3346  10.6538  -0.0006  0.0078  0.0031
Si  12.6817  -7.6171  15.6956  -0.0007  -0.0001  0.0015
Si  4.2101  -3.4938  21.9102  0.001  -0.0005  -0.001
Si  5.1599  8.3753  19.2289  -0.0005  -0.0001  -0.0012
Si  9.801  6.4068  19.4915  -0.0017  0.0016  -0.0011
Si  -4.5502  2.582  21.5238  -0.0003  0.001  0.0001
Si  3.0676  -1.1065  17.5075  0.0008  -0.0002  0.0004
Si  12.2492  -2.5435  15.6466  -0.0005  -0.0008  0.0044
Si  -2.7015  -3.8536  11.9016  0.0018  -0.005  -0.0018
Si  6.1432  8.7882  23.7409  0.001  -0.0014  -0.0019
Si  1.6856  2.2281  20.0279  0.0009  -0.0026  0.0003
Si  12.6863  6.316  23.3045  -0.0001  0.0019  -0.0015
Si  18.5953  7.3894  17.8099  -0.0018  0  -0.0011
Si  -2.6105  2.1482  23.912  -0.0011  -0.0009  0
Si  -1.2895  -1.2189  17.0505  -0.0029  -0.0015  0.0013
Si  2.6904  9.1642  27.6548  0.0018  -0.0005  0.0029
O  1.205  -2.6705  14.0362  0.0002  0.0011  -0.0032
O  1.4591  -4.0357  16.2903  -0.0012  0  -0.0002
O  1.4643  4.1524  7.9657  0.0039  -0.0013  0.0065
O  0.1529  0.5673  9.4153  0.0018  -0.0022  -0.0161
O  6.88  -1.3628  7.9779  -0.0025  -0.0031  0.0066
O  0.3683  5.2515  26.2778  0.0041  0.003  0.001
O  19.3751  -2.3257  17.0622  0.0015  0.0004  0.0009
O  7.5216  2.9112  8.499  0.0018  -0.0031  -0.0046
O  10.0716  9.3774  22.4743  -0.0023  0.0017  0.0006
O  9.3319  2.4397  19.2654  -0.0002  0.0006  0.0015
O  11.7378  3.4661  19.4286  -0.0001  0.0003  0.0007
O  6.274  0.9765  21.2851  -0.0007  0.0025  0.0014
O  2.6637  -1.7264  16.0574  -0.002  -0.002  -0.0006
O  7.6543  7.3794  28.8597  -0.0058  0.001  -0.0085
O  4.1781  -4.1168  10.576  -0.001  0.0012  -0.0018
O  0.0249  -4.6709  8.7251  0.0018  0.0014  0.0027
O  -2.2528  -3.203  8.7659  -0.0012  0.0021  0.0025
O  4.9677  0.351  8.7494  -0.0018  -0.0026  -0.0007
O  10.0896  -6.7346  13.2562  -0.0004  0.0005  0
O  1.5563  -2.5818  28.4887  0.0036  -0.0058  -0.0044
O  4.8711  4.5378  28.6548  0.0018  0.0078  -0.009
O  6.2235  9.3636  27.844  -0.0014  0.0013  -0.0044
O  10.5076  -3.7354  20.7034  0.0014  0.0006  0.0013
O  3.5012  0.9065  10.9743  -0.0004  -0.002  0.0011
O  -12.3271  1.8489  14.2924  -0.0001  -0.0011  -0.0002
O  -1.3316  5.7445  28.1713  0.0025  -0.0014  -0.0064
O  -2.2035  5.0666  9.0406  -0.0026  -0.0026  0.0021
O  2.5088  1.3696  25.8573  0.0004  0.0033  0.003
O  7.6756  9.1209  23.3375  -0.0007  0.0002  0.0011
O  9.0908  0.1213  16.2904  -0.0016  -0.0001  -0.0009
O  13.9378  1.8684  19.1643  -0.0013  0.001  0.0017
O  2.7501  5.8071  27.5909  -0.0059  0.0011  -0.0109
O  9.1227  -0.6719  13.7821  -0.0005  -0.0009  -0.0008
O  3.1983  2.3667  8.8326  0.003  -0.0024  0.0089
O  0.9259  9.3385  20.5757  -0.0008  -0.0013  0.0011
O  7.1888  2.8091  22.9259  0.0005  0.0001  0.0015
O  9.1241  11.2004  11.2076  -0.0002  -0.0042  0.002
O  3.9611  8.2449  27.1448  -0.0011  0.0025  0.0007
O  3.1559  -6.8316  15.3833  -0.0012  -0.0004  0.0008
O  15.74  7.2674  20.3891  -0.0015  -0.0002  0.0037
O  2.6393  3.9518  25.759  -0.0003  -0.0046  -0.0002
O  8.2243  -6.6709  15.1019  0.0011  0  -0.0004
O  10.4664  14.0066  21.6826  0.0014  0.0003  0.0035
O  0.7498  -6.619  16.5207  0.0001  -0.001  -0.0009
O  0.688  0.9298  20.0924  0.0014  0.0012  0
O  -1.4109  -4.3161  10.9964  -0.001  0.0015  0.0055
O  6.2564  -8.5036  12.7746  -0.0023  -0.0025  0.0025
O  2.2116  6.408  24.8894  -0.0009  -0.0008  0.0014
O  9.5289  -16.9573  20.05  0.0008  -0.0032  0.0004
O  -5.7429  -6.2695  11.6076  -0.0027  -0.0029  0.0009
O  1.1036  2.7755  14.3049  -0.0008  -0.0004  -0.0004
O  3.7828  -2.1851  18.4688  0.0009  0.0004  0.0013
O  -1.7591  3.5446  26.8482  0.0034  -0.0003  0.0039
O  -0.5223  -0.8161  28.8805  -0.0023  0.0035  -0.0059
O  -0.0326  9.1177  16.2119  0.0022  -0.0014  -0.0003
O  5.4908  7.5065  22.9445  0.002  0.001  0.002
O  3.6173  2.523  23.7704  -0.0031  0.0003  0.0035
O  5.8313  5.4058  9.0807  -0.0011  0.0013  0.0024
O  2.1211  1.7982  29.0235  -0.0085  0.0077  -0.0068
O  -2.5189  6.3273  13.3386  -0.0015  0.001  0.0001
O  -2.651  -2.2254  11.9473  -0.0004  0.0006  -0.0007
O  7.77  1.8956  25.4497  0.0004  -0.0004  -0.0007
O  3.9814  0.2307  17.2938  -0.0005  -0.0004  0.0006
O  2.2421  2.7664  21.4656  0.0031  -0.0006  0.0025
O  10.8916  -1.4798  12.0064  0.0009  -0.0003  -0.0015
O  8.3745  -3.7952  19.2494  0.0015  -0.0011  0.0001
O  9.6989  2.7188  10.0028  -0.0013  -0.0044  -0.0022
O  7.4974  -7.5971  17.5218  0.0006  0.0005  0.0007
O  11.926  7.6774  22.8374  0.0005  -0.0022  0.0011
O  6.0388  8.47  25.3446  0.0008  0.0001  0.0026
O  2.0224  -2.9657  11.5266  0.0002  -0.0003  -0.0003
O  3.4106  -0.5263  28.4642  0.0044  -0.0055  -0.0073
O  4.1383  -4.1301  7.7105  0.0005  0.0016  0
O  15.749  2.1397  14.8741  0.0012  -0.0028  -0.0017
O  6.7784  2.8385  27.8159  0.0015  0.0008  -0.0025
O  16.8254  -1.2235  19.8299  -0.0006  0.0005  0.001
O  -3.3588  3.7884  11.0611  -0.0054  -0.0009  0.0014
O  7.6764  6.0037  16.9657  -0.0001  -0.0019  0.0008
O  6.8046  -4.1949  11.2051  -0.0008  0.0003  0.0013
O  1.9588  9.7933  26.3449  -0.0042  0.0021  -0.0028
O  12.6527  10.32  18.2389  -0.0006  -0.0008  0.0005
O  11.3597  3.6389  28.251  0.001  -0.0018  0.0087
O  4.8677  3.1363  21.6226  0.0003  -0.0017  0.0017
O  8.2233  -0.6249  20.9451  0.0011  -0.0014  0.004
O  8.7723  0.6777  23.2904  0.0008  0.0002  0.0005
O  -1.5394  1.3205  7.5936  -0.0116  0.0087  0.0019
O  3.4624  -2.0255  21.9007  0.0004  0.0009  0.001
O  2.7308  -0.4968  23.9472  -0.0007  0.0005  0.0009
O  2.7476  -2.4054  9.0356  0.0007  0.0016  0.0026
O  5.2979  -0.8114  23.3328  0.0006  -0.0006  0.0014
O  -0.8208  10.0952  18.5866  0.0011  0.0005  0.0002
O  1.0049  2.5939  24.0291  0.0029  0  0.0025
O  7.2428  0.9257  18.8552  0.0003  0.0006  0.0013
O  5.4735  -8.5081  10.2304  -0.0035  -0.0006  0.003
O  10.5827  -4.6691  18.0475  -0.0006  -0.0009  0.0013
O  4.5204  -0.4031  25.9811  -0.0023  -0.002  0.0048
O  5.7648  -6.3805  15.8291  -0.0004  -0.0017  0.0015
O  2.0749  -8.9118  16.6481  -0.0008  -0.0001  -0.0005
O  2.3856  -0.6394  12.8045  -0.0003  -0.0016  -0.0004
O  11.6499  5.0364  23.1064  0  -0.0002  0.002
O  7.0338  -7.6753  20.1847  -0.0003  -0.0006  0.0017
O  10.1312  -4.8912  15.3184  -0.0012  -0.0007  -0.0001
O  3.1346  6.2844  22.3752  -0.0018  -0.0016  0.0014
O  4.2572  -1.5863  11.1764  0.001  -0.0012  0.0002
O  4.9466  -10.8085  13.1334  0.0002  0.0002  -0.0013
O  -3.8496  0.7864  14.6531  -0.0016  0  -0.0023
O  -2.1938  1.0609  27.8646  -0.001  0.0016  0.0029
O  0.0955  1.8931  12.0175  0  -0.0014  0.0009
O  6.1047  7.7412  18.0763  0.0009  0.0001  0.0024
O  3.675  0.663  21.8095  0.0005  0.0005  0.0018
O  -1.427  3.2913  23.9956  0  0.0001  0.0031
O  4.5095  13.7924  17.3369  0.0012  0.0006  0.0006

Results
free energy: -155242.811 eV
free energy less fixed offsets of O -568.88, Si -635.61 eV per atom: -0.411 eV

The program warned: the cutoff lies below the one the program advises for these potential files; the forces do not sum to zero within the program's tolerance; the exchange-correlation potential is rough where the density is thin.
